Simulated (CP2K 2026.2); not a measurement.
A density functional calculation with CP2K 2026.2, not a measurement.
Periodic cell of 534 atoms, Si358O176, from a study of silicon, its oxide and their interface. The atomic structure is a simulated model.
Doubt: the forces sum to 2.57 eV/angstrom along one axis rather than to zero, so they err by at least 0.0048 eV/angstrom per atom on average; the grid cutoff is modest.

Settings: functional PBE; method Gaussian and plane waves; basis set DZVP-MOLOPT-SR-GTH; pseudopotentials GTH-PBE; grid cutoff 400 Ry, relative cutoff 50 Ry; k points Gamma only; occupations fixed; spin none; net charge 0.

Cell vectors (angstrom)
a 16.4025 0 0
b 0 16.4025 0
c 0 0 35.5812

Atoms and the computed forces on them: element, x, y, z (angstrom), force x, y, z (eV/angstrom)
Si 0.507 -0.17 -0.061 0.169 -0.087 0.075
Si 3.266 2.377 -0.094 -0.173 -0.154 0.463
Si 0.267 5.355 -0.091 -0.13 0.037 -0.181
Si 3.008 8.538 0.056 -0.153 0.216 0.177
Si 0.722 10.842 0.094 -0.264 0.479 -0.136
Si 2.629 13.988 0.247 -0.117 -0.111 0.277
Si 5.37 0.076 0.128 -0.032 -0.042 0.114
Si 7.957 3.142 -0.264 0.246 0.003 0.22
Si 5.471 5.077 -0.193 -0.088 -0.057 0.619
Si 8.154 8.206 0.264 -0.104 0.142 -0.024
Si 6.098 10.605 0.076 0.032 -0.171 0.358
Si 8.608 13.22 0.183 -0.185 0.122 0.204
Si 11.413 -0.666 -0.04 -0.12 0.251 -0.214
Si 13.654 2.519 0.061 -0.091 0.103 -0.28
Si 10.454 6.034 -0.173 -0.349 -0.258 0.468
Si 13.483 8.322 -0.869 0.157 -0.192 -0.396
Si 10.614 10.891 0.071 -0.402 0.65 0.154
Si 13.039 13.95 -0.362 -0.205 -0.54 -0.393
Si 1.595 1.359 1.331 0.125 0.115 -0.362
Si 4.245 3.944 1.443 -0.185 0.019 -0.534
Si 1.519 6.933 1.213 -0.017 -0.138 -0.094
Si 4.391 9.64 1.533 0.101 0.152 -0.351
Si 1.518 12.441 1.578 0.18 0.071 -0.121
Si 4.24 15.048 1.564 -0.069 -0.02 -0.286
Si 7.017 1.379 1.19 -0.133 0.152 -0.285
Si 9.468 4.249 1.183 0.087 -0.021 -0.195
Si 6.668 6.736 1.29 0.093 -0.203 -0.416
Si 9.563 9.493 1.597 -0.035 -0.063 -0.068
Si 7.032 12.172 1.558 0.151 -0.009 -0.332
Si 9.762 14.895 1.402 -0.127 -0.206 -0.22
Si 12.231 1.175 1.301 0.156 0.024 0.064
Si 15.232 3.916 1.253 -0.115 0.137 -0.106
Si 12.199 6.635 1.321 -0.068 0.116 -0.043
Si 15.332 9.757 1.158 0.291 -0.099 -0.077
Si 12.25 12.214 1.184 0.013 0.127 -0.097
Si 15.282 15.171 1.332 0.195 -0.084 -0.046
Si 0.148 2.661 2.706 0.025 -0.099 0.079
Si 2.842 0.01 2.843 -0.04 0.06 0.107
Si 0.089 8.233 2.615 -0.002 0.039 0.002
Si 2.797 5.439 2.647 -0.081 -0.044 -0.187
Si 0.039 13.724 2.832 -0.086 -0.014 0.1
Si 2.924 11.002 2.822 -0.112 -0.003 0.081
Si 5.653 2.643 2.763 0.077 -0.079 -0.027
Si 8.333 -0.022 2.61 -0.016 -0.021 -0.032
Si 5.532 8.106 2.833 -0.055 0.063 0.087
Si 8.167 5.491 2.704 -0.028 -0.011 -0.049
Si 5.597 13.6 2.806 -0.023 -0.054 -0.049
Si 8.288 10.857 2.986 0.029 0.044 0.138
Si 10.899 2.728 2.558 -0.15 0.13 -0.147
Si 13.741 -0.017 2.695 -0.049 -0.08 0.102
Si 11.078 8.179 2.773 0.15 -0.114 0.052
Si 13.732 5.319 2.597 -0.059 -0.14 0.116
Si 11.049 13.545 2.801 0.106 -0.071 -0.088
Si 13.774 10.961 2.532 -0.03 -0.032 0.053
Si 1.45 4.089 4.063 -0.045 0.034 -0.009
Si 4.221 1.37 4.178 -0.029 -0.066 -0.163
Si 1.444 9.572 4.067 -0.005 0.078 -0.078
Si 4.105 6.766 4.124 -0.005 0.062 -0.016
Si 1.432 15.05 4.187 0.077 0.08 -0.089
Si 4.226 12.323 4.233 -0.024 -0.108 -0.049
Si 6.907 4.087 4.144 0.049 -0.019 -0.137
Si 9.61 1.374 4.029 0.034 0.021 -0.002
Si 6.885 9.462 4.234 0.047 0.018 -0.049
Si 9.615 6.826 4.084 -0.015 -0.101 -0.105
Si 6.959 15.052 4.067 -0.011 -0.034 -0.015
Si 9.674 12.275 4.239 -0.04 -0.061 -0.086
Si 12.331 4.017 4.001 0.076 -0.03 -0.043
Si 15.109 1.34 4.08 0.054 0.048 -0.059
Si 12.453 9.604 4.044 -0.082 0.036 -0.097
Si 15.085 6.8 3.958 0.072 -0.009 -0.125
Si 12.404 14.991 4.111 0.024 -0.054 -0.169
Si 15.045 12.288 4.081 0.058 0.078 -0.1
Si 0.003 0.02 10.923 -0.004 0.004 -0.007
Si 2.727 2.76 10.945 -0.011 0.008 0.005
Si -0.007 5.487 10.947 -0.004 0.001 -0.005
Si 2.721 8.201 10.95 0.007 0.026 0.012
Si -0.005 10.929 10.949 -0.032 0.046 0.002
Si 2.737 13.673 10.945 0.003 0.008 -0.001
Si 5.468 0.007 10.959 -0.007 -0.006 0.001
Si 8.203 2.739 10.951 -0.023 0.009 0.009
Si 5.452 5.467 10.932 -0.007 0.028 -0.005
Si 8.187 8.193 10.921 -0.014 0.059 -0.003
Si 5.462 10.928 10.941 -0.013 0.02 0.005
Si 8.201 13.66 10.954 0.006 0.01 0
Si 10.936 0.007 10.946 0.002 0.024 0.001
Si 13.67 2.748 10.925 0.018 0.014 -0.002
Si 10.936 5.462 10.927 -0.023 -0.001 -0.002
Si 13.664 8.186 10.953 0.005 0.012 0.003
Si 10.933 10.918 10.938 0.001 0.036 -0.003
Si 13.675 13.669 10.93 -0.025 0.004 -0.011
Si 1.346 1.399 12.3 0.003 -0.026 0.004
Si 4.07 4.142 12.322 0.038 -0.025 -0.001
Si 1.345 6.856 12.333 -0.004 -0.009 0.006
Si 4.079 9.574 12.313 0.018 0.009 0.009
Si 1.351 12.314 12.304 0.017 -0.029 0.003
Si 4.089 15.044 12.323 -0.012 -0.004 0.001
Si 6.809 1.401 12.323 0.05 -0.015 -0.007
Si 9.554 4.125 12.304 0.038 0.005 0.005
Si 6.798 6.849 12.292 -0.033 -0.067 -0.014
Si 9.518 9.574 12.297 -0.004 -0.06 0.004
Si 6.81 12.303 12.317 -0.006 0.002 0
Si 9.549 15.051 12.307 -0.035 -0.044 -0.007
Si 12.287 1.399 12.296 -0.006 -0.041 0.002
Si 15.01 4.129 12.301 -0.005 -0.018 -0.012
Si 12.267 6.835 12.313 -0.012 0.001 0.009
Si 15.017 9.57 12.314 0.03 0.009 0.002
Si 12.297 12.303 12.287 0.024 0.035 -0.012
Si 15.027 15.061 12.285 0.015 -0.02 -0.003
Si -0.02 2.782 13.663 -0.021 0.014 0.013
Si 2.701 0.022 13.663 0.026 -0.016 -0.001
Si -0.033 8.219 13.702 -0.041 0.031 0.002
Si 2.716 5.512 13.718 -0.032 0.012 0.042
Si -0.026 13.69 13.655 -0.048 0.024 0.013
Si 2.697 10.937 13.676 -0.017 0.057 -0.011
Si 5.427 2.776 13.685 -0.065 0.021 0.005
Si 8.17 0.02 13.67 -0.015 -0.015 0.023
Si 5.426 8.197 13.683 0.035 0.035 0.006
Si 8.154 5.484 13.651 -0.028 0.048 -0.054
Si 5.444 13.668 13.696 0.042 -0.031 0.02
Si 8.139 10.916 13.695 -0.032 0.094 0.033
Si 10.915 2.763 13.671 -0.042 0.022 0.02
Si 13.657 0.034 13.646 -0.005 0.02 -0.01
Si 10.854 8.191 13.659 0.03 0.051 -0.027
Si 13.623 5.465 13.683 0.059 -0.03 0.02
Si 10.916 13.662 13.64 0.015 -0.018 0.004
Si 13.634 10.933 13.669 0.014 0.005 0.026
Si 1.319 4.152 15.062 0.031 -0.004 0.03
Si 4.034 1.416 15.033 -0.034 0.018 0.013
Si 1.332 9.592 15.074 0.016 0.019 0.022
Si 4.059 6.898 15.119 0.019 -0.053 0.046
Si 1.312 15.078 15.027 0.007 0.006 0.024
Si 4.052 12.294 15.048 -0.012 -0.005 0.047
Si 6.781 4.166 15.041 0.044 0.017 0.011
Si 9.527 1.406 15.02 0.042 0.006 0.029
Si 6.751 9.549 15.086 -0.075 -0.077 0.025
Si 9.466 6.85 15.041 -0.042 -0.099 0.058
Si 6.791 15.077 15.051 -0.003 0.003 0.005
Si 9.536 12.304 15.008 0.015 0.023 0.002
Si 12.25 4.121 15.082 -0.014 0.021 0.106
Si 14.988 1.442 15.012 -0.004 -0.073 0.008
Si 12.195 9.586 14.994 -0.038 -0.069 0.002
Si 14.959 6.861 15.039 0.021 0.009 -0.008
Si 12.277 15.054 14.976 0.022 -0.018 0.019
Si 15.014 12.31 15.019 0.037 0.047 -0.015
Si -0.052 0.097 16.362 -0.004 0.022 0.147
Si 2.672 2.777 16.436 0.053 0.004 0.169
Si -0.043 5.552 16.419 -0.039 0.007 -0.058
Si 2.67 8.264 16.52 -0.062 0.05 0.035
Si -0.043 10.963 16.425 -0.013 -0.05 0.116
Si 2.678 13.698 16.376 0 -0.016 -0.029
Si 5.378 0.052 16.4 -0.029 -0.04 -0.082
Si 8.111 2.755 16.373 0.051 0.038 0.047
Si 5.472 5.551 16.467 -0.134 -0.061 0.191
Si 8.118 8.189 16.476 -0.018 0.025 0.083
Si 5.31 10.855 16.457 0.092 0.118 0.022
Si 8.225 13.722 16.357 -0.038 -0.061 0.072
Si 10.953 0.057 16.336 -0.175 -0.057 0.046
Si 13.656 2.773 16.458 0.024 0.006 0.085
Si 10.787 5.464 16.409 0.04 0.138 0.065
Si 13.487 8.182 16.345 -0.038 -0.072 0.087
Si 10.824 10.897 16.408 0.082 0.047 0.099
Si 13.615 13.672 16.336 -0.057 0.08 0.088
Si 1.225 1.482 17.841 -0.123 0.029 -0.037
Si 4.097 4.145 17.785 0.065 -0.011 -0.196
Si 1.29 6.884 17.862 0.065 -0.102 -0.09
Si 3.919 9.603 18.054 0.048 0.165 0.224
Si 1.363 12.351 17.8 0.023 -0.063 -0.018
Si 3.97 15.115 17.739 -0.138 0.134 0.053
Si 6.729 1.429 17.747 -0.118 0.053 -0.082
Si 9.461 4.053 17.796 0.013 0.032 -0.085
Si 6.778 6.903 17.973 -0.092 -0.036 0.147
Si 9.459 9.548 17.865 0.094 0.038 -0.087
Si 6.805 12.274 17.572 -0.017 -0.114 -0.288
Si 9.591 15.153 17.734 0.157 0.041 0.007
Si 12.286 1.345 17.801 0.116 -0.026 0.003
Si 14.965 4.267 17.794 -0.13 -0.019 -0.109
Si 12.051 6.9 17.797 -0.121 -0.107 -0.051
Si 14.867 9.539 17.64 0.078 -0.049 -0.237
Si 12.213 12.31 17.688 -0.02 -0.06 -0.129
Si 14.966 15.096 17.66 -0.002 0.098 -0.293
Si -0.033 3.09 19.245 0.167 -0.051 0.125
Si 2.544 0.037 19.187 -0.033 -0.078 0.03
Si -0.366 8.082 19.06 -0.309 0.131 -0.464
Si 2.788 5.555 19.134 0.147 0.117 0.216
Si -0.09 13.747 18.964 0.028 -0.031 0.224
Si 2.548 11.148 19.496 0.276 -0.016 0.016
Si 5.418 2.749 19.207 -0.051 0.111 0.194
Si 8.132 0.129 19.048 0.14 -0.195 0.185
Si 5.372 8.282 19.485 0.101 -0.165 0.255
Si 8.162 5.39 19.263 -0.06 -0.15 0.218
Si 5.46 13.672 18.793 0.097 0.029 0.111
Si 8.064 10.989 19.073 -0.104 0.117 0.195
Si 10.849 2.651 19.115 -0.158 0.019 0.197
Si 13.62 -0.107 19.154 0.068 -0.014 0.202
Si 10.743 8.243 19.389 -0.02 -0.185 0.153
Si 13.356 5.442 19.09 -0.171 0.062 0.071
Si 10.966 13.73 19.08 0.033 0.033 0.347
Si 13.547 10.908 19.022 0.102 0.136 0.304
Si 1.649 4.14 20.575 -0.016 0.153 -0.008
Si 3.671 1.709 20.391 0.024 -0.214 0.118
Si 0.746 10.398 21.044 0.056 0.694 0.027
Si 4.329 6.455 20.739 -0.13 0.129 -0.267
Si 0.856 15.278 20.47 0.258 0.06 0.066
Si 4.395 12.383 20.388 0.02 0.029 0.073
Si 6.635 4.195 20.697 -0.028 0.06 -0.22
Si 9.547 1.289 20.538 0.041 -0.121 -0.073
Si 6.559 10.04 20.656 0.085 -0.023 -0.042
Si 9.696 6.434 20.725 0.044 0.155 -0.01
Si 6.989 14.823 20.109 -0.021 0.057 0.129
Si 9.214 12.67 20.211 -0.067 0.195 0.178
Si 11.932 4.143 20.54 0.304 0.004 -0.17
Si 14.872 0.971 20.814 0.092 0.015 -0.213
Si 12.319 9.61 20.589 -0.144 0.037 0.125
Si 14.289 7.182 20.309 -0.121 -0.343 0.039
Si 12.779 14.531 20.502 -0.283 -0.298 -0.037
Si 14.964 12.348 20.231 -0.234 0.124 -0.038
Si -0.773 -0.233 25.422 -0.028 -0.04 0.306
Si 3.699 0.49 23.222 -0.098 0.072 0.209
Si -0.452 8.105 25.09 -0.03 -0.035 0.297
Si 2.772 9.088 26.772 -0.098 -0.03 0.255
Si 1.412 12.649 24.859 -0.199 -0.025 0.423
Si 1.254 -1.221 23.415 0.033 0.03 0.316
Si 6.882 1.735 28.283 0.085 -0.088 -0.052
Si 8.461 3.17 22.959 -0.111 -0.026 0.131
Si 7.98 10.087 23.496 -0.139 0.031 0.172
Si 10.642 11.268 22.725 0.042 0.197 -0.055
Si 11.153 -0.394 22.564 -0.148 -0.088 0.112
Si 12.918 2.07 22.9 -0.063 0.325 0.019
Si 9.128 6.058 23.673 0.051 -0.044 0.265
Si 14.363 6.273 23.154 -0.102 0.046 0.262
Si 7.489 9.842 26.241 -0.002 0.049 0.116
Si 10.634 13.792 24.584 0.002 -0.007 0.201
Si 3.419 2.105 25.706 -0.042 0.021 0.079
Si 8.594 2.43 25.909 0.042 -0.019 0.137
Si 2.129 6.144 22.855 0.097 -0.19 0.114
Si 5.22 10.739 30.662 -0.053 0.022 -0.071
Si 5.148 14.518 22.344 0.124 -0.111 0.012
Si 5.756 13.324 27.128 0.096 0.006 0.19
Si 8.884 3.525 29.824 0.061 -0.072 -0.15
Si 16.479 0.202 28.116 -0.239 0.08 0.247
Si 7.718 5.459 26.254 -0.085 -0.033 0.087
Si 8.755 12.664 26.768 -0.029 0.025 0.148
Si 5.957 12.312 24.126 -0.052 0.077 0.307
Si 8.938 9.148 28.656 0.067 0.162 0.096
Si 11.919 7.058 24.762 0.278 0.064 0.23
Si 18.174 6.259 26.02 -0.127 0.089 0.28
Si 14.514 3.815 24.841 -0.078 0.146 0.277
Si 15.011 12.085 25.75 -0.01 -0.029 0.04
Si 13.372 13.795 31.992 -0.087 0.04 -0.464
Si 13.23 14.7 26.231 -0.02 0.014 0.14
Si 2.495 4.335 28.407 -0.043 0.116 0.179
Si 5.194 -0.735 29.005 0.009 -0.166 -0.014
Si 1.344 9.063 22.855 -0.098 -0.302 0.741
Si 2.97 1.098 28.332 -0.05 0.085 0.091
Si 0.95 11.316 27.412 0.025 0.025 0.31
Si 5.07 4.131 27.251 0.155 0.095 0.041
Si 11.005 2.515 27.664 -0.012 -0.095 0.048
Si 10.147 -4.665 29.283 -0.001 0.095 -0.017
Si 9.124 6.36 28.828 0.035 -0.005 0.074
Si 12.236 6.788 29.301 0.052 0.036 -0.103
Si 10.627 14.43 30.719 0.127 -0.075 -0.204
Si 11.817 9.627 28.235 0.012 0.029 -0.005
Si 14.617 -0.185 30.708 -0.197 -0.214 -0.204
Si 16.595 1.832 25.865 0.055 -0.037 0.232
Si 12.839 5.085 27.054 0.038 0.037 0.073
Si 13.487 9.597 25.72 0.03 -0.038 0.096
Si 13.633 10.909 31.963 0.072 -0.096 -0.289
Si 18.406 11.026 30.235 -0.058 -0.099 -0.136
Si 2.884 4.589 33.786 -0.134 -0.216 -0.163
Si 9.63 -0.161 32.868 -0.022 -0.212 -0.259
Si 4.008 9.303 32.867 -0.067 -0.05 -0.423
Si 1.212 5.411 31.17 -0.159 0.208 -0.179
Si 4.149 12.126 33.696 -0.039 -0.006 -0.024
Si 5.133 10.507 27.891 0.032 0.017 0.122
Si 12.181 -0.235 28.808 -0.046 -0.061 0.008
Si 9.817 2.767 32.627 0.039 -0.038 -0.183
Si 5.582 13.59 31.438 0.053 -0.205 -0.323
Si 12.27 4.375 33.599 0.184 0.038 -0.055
Si 7.099 15.024 33.644 0.083 -0.089 -0.108
Si 11.79 9.737 34.035 0.063 -0.275 -0.474
Si 15.318 1.453 33.356 -0.013 -0.018 -0.128
Si 19.786 10.515 24.019 0.185 0.096 0.422
Si 15.281 4.539 32.893 0.107 0.056 -0.297
Si 17.985 8.479 31.411 -0.25 -0.046 -0.194
Si 12.653 8.18 31.952 0.178 0.174 -0.146
Si 16.744 10.819 32.658 0.136 -0.133 -0.105
O 1.6 -1.356 35.051 -0.036 0.022 0.35
O 0.034 0.503 34.071 -0.02 -0.088 0.215
O 3.075 2.96 33.924 -0.006 0.06 0.244
O 4.238 1.103 35.108 0.142 0.013 0.082
O -0.637 5.552 34.09 -0.022 0.39 0.473
O 1.746 4.814 34.947 -0.089 0.188 -0.115
O -0.297 4.876 31.515 -0.278 -0.118 0.177
O 4.035 8.464 34.279 -0.295 -0.305 0.2
O 0.403 11.447 34.159 0.115 0.126 0.365
O 1.803 9.643 35.375 0.242 -0.183 -0.073
O 4.394 13.214 32.498 -0.092 -0.137 0.321
O 3.254 12.915 34.769 0.257 -0.134 -0.282
O 5.771 -0.822 34.382 -0.13 -0.038 -0.014
O 8.135 -0.125 33.523 -0.155 0.112 0.179
O 10.87 -1.056 29.374 -0.09 -0.085 0.115
O 8.924 2.813 33.993 -0.128 -0.161 0.419
O 4.319 5.337 34.172 0.271 0.104 0.184
O 6.688 4.104 34.769 0.212 -0.081 0.047
O 9.271 7.196 35.018 0.189 0.125 -0.099
O 7.187 9.422 35.085 0.082 0.046 0.308
O 5.516 11.525 34.396 0.02 0.008 -0.054
O 3.347 10.777 33.202 0.085 0.042 -0.036
O 9.565 12.068 35.035 0.36 -0.228 0.213
O 7.781 13.834 34.498 0.101 0.18 0.111
O 10.75 -0.368 34.031 0.151 -0.052 0.087
O 14.547 -2.25 35.818 0.001 0.234 0.334
O 14.02 1.504 34.352 -0.151 -0.222 0.415
O 15.781 3.017 33.254 0.159 0.037 0.313
O 11.281 5.63 34.005 -0.114 0.397 -0.085
O 12.743 3.773 35.034 -0.174 -0.125 0.208
O 17.429 7.023 31.031 -0.03 0.05 0.163
O 13.72 7.744 33.148 -0.104 0.032 0.213
O 13.334 7.087 35.762 0.284 -0.01 0.021
O 14.794 9.121 35.276 -0.136 -0.069 -0.114
O 12.752 10.921 33.343 -0.196 -0.135 0.361
O 13.385 13.671 33.609 -0.297 0.27 0.599
O 2.641 2.877 20.958 -0.081 -0.236 -0.246
O 1.425 4.895 22.053 -0.274 -0.02 -0.005
O 2.097 0.176 23.347 -0.042 0.097 -0.09
O 4.196 1.043 21.794 0.057 0.176 -0.006
O 0.184 9.207 20.107 0.066 -0.095 0.086
O -0.425 11.576 21.319 0.508 -0.651 -0.032
O 5.562 5.399 21.002 0.054 0.349 -0.03
O 3.623 6.448 22.249 0.011 0.338 -0.298
O 1.216 14.535 21.919 0.2 -0.367 -0.381
O -0.168 16.478 20.999 -0.063 0.186 -0.016
O 5.5 11.278 21.014 -0.355 -0.032 -0.347
O 4.062 13.565 21.541 -0.132 -0.237 -0.017
O 7.071 3.687 22.239 -0.235 0.095 -0.27
O 8.258 2.25 24.315 0.115 -0.023 -0.282
O 10.246 -0.034 21.25 0.029 0.165 -0.169
O 9.157 2.266 21.808 0.258 0.034 -0.15
O 7.293 9.595 22.095 -0.006 -0.081 -0.397
O 7.37 11.531 23.964 0.225 0.175 0.034
O 8.911 6.754 22.196 0.239 -0.039 -0.44
O 7.865 6.089 24.743 0.009 -0.112 -0.264
O 6.07 15.424 21.347 -0.067 0.048 -0.209
O 8.102 13.783 20.773 0.32 -0.135 -0.721
O 9.814 12.077 21.603 0.221 -0.223 -0.057
O 11.986 14.504 31.583 -0.027 0.257 0.101
O 10.931 5.356 21.089 -0.42 -0.003 -0.107
O 12.502 3.251 21.826 -0.145 0.307 -0.014
O 13.352 2.789 24.314 -0.014 -0.278 -0.376
O 15.287 2.487 20.365 -0.102 -0.167 -0.248
O 13.408 8.422 21.029 0.27 -0.153 -0.336
O 11.867 10.44 21.994 0.291 -0.409 -0.357
O 14.75 6.269 21.588 0.287 -0.134 0.29
O 14.848 8.764 26.105 0.09 0.099 0.067
O 12.376 15.102 21.994 0.253 -0.178 0.041
O 10.298 15.053 23.584 0.062 0.225 -0.293
O 13.889 13.366 21.006 -0.437 0.339 -0.471
O 16.189 12.519 24.692 0.016 0.127 -0.088
O -0.219 -0.923 24.051 -0.197 0.038 -0.277
O -2.26 1.188 22.268 0.079 -0.167 0.003
O 4.139 3.546 26.026 -0.171 -0.178 -0.154
O 4.102 1.59 24.337 0.038 -0.101 -0.188
O 2.228 5.866 24.484 -0.049 -0.025 -0.451
O -1.314 7.528 23.854 -0.046 0.187 -0.148
O 3.796 9.577 27.94 -0.138 0.123 -0.154
O 1.231 7.462 22.486 -0.265 0.246 -0.165
O 1.942 14.129 24.464 0.268 -0.007 -0.196
O 4.453 15.471 23.452 -0.093 -0.08 0.142
O 6.486 0.258 28.847 0.021 -0.052 -0.194
O 6.162 -2.889 23.083 -0.086 0.222 -0.241
O 10.125 2.08 26.35 -0.072 -0.186 -0.131
O 9.393 4.454 23.387 0.17 -0.286 0.075
O 8.393 3.985 26.327 -0.032 0.093 0.138
O 7.63 1.494 26.84 -0.041 -0.239 0.022
O 7.664 9.105 24.791 -0.075 -0.013 -0.159
O 8.587 6.382 27.282 0.181 0.224 -0.278
O 9.605 10.182 23.375 -0.015 -0.296 0.261
O 4.94 12.141 27.93 -0.293 -0.074 -0.134
O 9.302 -2.876 25.503 -0.107 0.132 -0.052
O 11.695 1.018 23.207 0.013 -0.057 0.274
O 14.138 4.609 26.212 0.104 -0.15 -0.212
O 12.775 6.379 23.545 0.093 0.088 -0.137
O 15.905 3.078 25.139 0.051 0.205 -0.325
O 10.355 6.875 24.38 -0.319 0.214 -0.114
O 14.048 10.971 25.006 -0.164 0.1 -0.025
O 14.905 4.849 23.671 0.385 -0.115 -0.321
O 11.569 10.905 29.238 -0.102 0.048 0.098
O 11.107 12.399 23.835 -0.021 -0.304 -0.286
O 13.988 15.916 25.418 0.268 0.057 -0.042
O 8.493 11.122 26.327 0.064 -0.118 0.012
O 3.988 0.326 29.341 0.046 0.124 -0.068
O 3.733 1.017 26.886 0.076 -0.129 -0.191
O 7.763 2.411 29.47 0.143 -0.087 0.254
O 5.709 2.837 28.008 -0.009 0.064 0.026
O 2.541 2.683 28.541 -0.017 0.001 0.061
O 2.983 9.371 22.932 -0.094 -0.155 -0.2
O 6.144 5.24 26.692 0.083 0.174 -0.122
O 3.387 9.774 25.45 -0.081 -0.072 -0.365
O 2.17 11.6 23.877 -0.107 -0.033 -0.219
O 1.803 12.297 26.409 0.063 0.156 -0.06
O 5.138 14.752 27.629 0.099 0.094 -0.138
O 5.164 14.577 30.217 -0.011 0.199 0.197
O 12.962 -1.214 27.765 0.064 -0.29 -0.116
O 10.193 3.08 28.959 -0.121 0.13 0.25
O 15.716 -0.109 29.512 0.261 0.101 -0.184
O 12.119 6.276 26.191 0.098 0.123 -0.087
O 8.787 7.794 29.576 -0.18 -0.014 -0.144
O 12.563 8.297 28.782 -0.03 -0.134 -0.059
O 7.776 8.942 27.549 0.094 -0.134 -0.09
O 13.256 9.519 31.168 0.115 -0.188 -0.044
O 7.385 13.301 27.407 -0.008 -0.157 0.31
O 5.929 10.247 26.487 -0.088 0.035 -0.04
O 8.965 10.581 29.481 -0.261 -0.115 0.095
O 10.332 9.117 27.781 -0.043 -0.27 -0.322
O 16.111 -0.881 26.918 0.021 -0.021 -0.09
O 16.198 1.726 27.499 0.121 -0.138 -0.116
O 18.067 0.144 28.421 -0.079 0.045 -0.046
O 18.155 4.988 27.073 -0.153 0.1 -0.109
O 12.414 8.628 24.929 -0.19 -0.073 0.005
O 12.718 10.185 27.023 -0.082 -0.112 -0.108
O 15.757 11.506 27.107 -0.114 -0.251 -0.12
O 21.197 11.236 23.754 -0.136 -0.122 -0.252
O 17.671 11.639 31.569 -0.04 0.132 -0.022
O 15.219 10.914 32.188 -0.107 -0.04 0.224
O 14.151 13.367 26.217 0.062 0.003 -0.093
O 11.818 14.319 25.555 -0.145 0.144 -0.252
O 1.725 4.849 29.739 -0.051 -0.249 -0.103
O 0.268 6.899 25.919 -0.27 -0.062 0.12
O 6.755 -2.004 32.194 0.132 0.207 0.252
O 9.531 -1.312 31.712 -0.386 0.087 0.189
O 3.127 8.345 31.885 0.109 0.18 0.033
O 1.546 9.447 30.095 0.167 -0.073 -0.07
O 2.715 7.464 26.641 0.002 -0.022 -0.135
O 2.315 5.034 32.323 0.265 -0.154 0.345
O 1.417 11.769 28.91 -0.19 0.063 -0.03
O 3.633 11.141 30.374 -0.049 0.208 0.261
O 5.33 9.686 31.936 0.026 -0.078 0.379
O 4.054 4.857 28.32 0.025 -0.129 0.119
O 11.794 1.162 28.084 0.243 -0.099 -0.035
O 9.117 3.593 31.425 -0.168 0.264 0.179
O 9.949 1.232 32.113 -0.153 -0.022 0.104
O 14.587 -1.673 31.402 0.133 -0.032 -0.052
O 8.414 5.056 29.484 -0.013 0.077 0.09
O 6.074 12.12 30.899 -0.015 0.185 -0.106
O 11.963 3.737 27.218 0.045 0.029 -0.141
O 13.228 5.728 28.523 -0.187 0.175 -0.054
O 9.922 12.587 27.903 0.057 0.01 0.066
O 5.586 13.041 25.539 -0.196 -0.103 -0.457
O 12.435 6.918 30.928 0.086 0.011 0.32
O 10.748 6.223 28.94 -0.073 0.006 -0.204
O 14.953 0.901 31.873 -0.117 0.264 0.227
O 13.169 0.164 30.043 0.122 0.117 0.33
O 18.192 2.16 25.608 -0.021 -0.227 0.071
O 10.179 -3.524 30.442 -0.15 -0.071 0.235
O 13.647 4.64 32.716 -0.285 0.143 -0.059
O 11.346 3.307 32.797 -0.049 -0.124 -0.122
O 17.011 9.158 24.376 0.082 0.225 -0.252
O 17.715 9.734 27.147 -0.044 -0.016 -0.057
O 13.361 12.343 31.234 0.073 -0.067 -0.089
O 11.288 8.736 32.739 0.147 0.226 0.291
O 17.139 9.216 32.604 0.069 -0.194 0.261
O 22.267 10.084 29.305 -0.039 0.05 0.126
Si 0.039 0.007 5.508 -0.01 -0.023 -0.002
Si 2.798 2.748 5.477 0.062 0.028 -0.006
Si 0.034 5.46 5.397 -0.043 -0.052 -0.06
Si 2.755 8.179 5.473 -0.037 -0.005 -0.079
Si 0.039 10.922 5.441 0.063 0.018 -0.092
Si 2.799 13.676 5.534 0.007 0.054 0.036
Si 5.569 -0.033 5.494 -0.043 0.006 -0.016
Si 8.274 2.708 5.477 -0.042 -0.005 -0.056
Si 5.496 5.432 5.492 -0.002 -0.012 -0.04
Si 8.281 8.133 5.541 0.031 0.055 0.045
Si 5.535 10.891 5.554 -0.045 -0.009 0.026
Si 8.267 13.686 5.504 0.068 0.014 -0.013
Si 10.986 -0.006 5.417 0.031 0.03 -0.063
Si 13.703 2.702 5.428 -0.022 0.003 -0.069
Si 10.991 5.418 5.406 -0.072 -0.025 -0.054
Si 13.756 8.172 5.391 0.019 0.022 0.036
Si 11.057 10.88 5.502 0.037 0.086 0.032
Si 13.725 13.641 5.504 -0.045 -0.046 0.005
Si 1.408 1.393 6.844 -0.019 -0.022 -0.014
Si 4.131 4.097 6.872 -0.027 -0.014 0.031
Si 1.367 6.819 6.817 0.016 0.017 -0.011
Si 4.11 9.542 6.866 0.013 0.016 -0.028
Si 1.389 12.294 6.841 -0.016 -0.001 -0.029
Si 4.164 15.048 6.879 0.001 -0.034 -0.031
Si 6.894 1.364 6.856 0 -0.021 0.009
Si 9.625 4.09 6.826 0.047 -0.027 -0.006
Si 6.857 6.797 6.864 0.053 -0.022 0.007
Si 9.642 9.543 6.858 0.014 -0.04 0.005
Si 6.892 12.307 6.87 0.019 -0.036 -0.015
Si 9.628 15.061 6.848 -0.048 -0.029 -0.021
Si 12.333 1.355 6.812 0.038 -0.049 -0.022
Si 15.059 4.104 6.784 0.003 0.02 -0.031
Si 12.35 6.819 6.769 -0.019 0.031 -0.043
Si 15.077 9.544 6.809 0.033 -0.016 -0.016
Si 12.355 12.289 6.873 -0.011 -0.021 0.036
Si 15.072 15.033 6.857 0.052 -0.046 0.017
Si 0.012 2.755 8.187 0.018 -0.001 0.002
Si 2.766 0.018 8.215 0.013 0.006 0.007
Si 0.015 8.188 8.2 -0.011 0.023 0.003
Si 2.734 5.469 8.202 0.017 0.009 -0.008
Si 0.028 13.662 8.216 0.007 0.025 0.006
Si 2.739 10.922 8.216 -0.017 -0.018 0.016
Si 5.499 2.721 8.218 -0.007 -0.005 -0.003
Si 8.243 0.001 8.228 0.012 0.021 0.003
Si 5.48 8.178 8.216 -0.008 0.042 0.008
Si 8.234 5.435 8.208 -0.053 0.005 0.006
Si 5.504 13.661 8.235 -0.033 0.007 0.024
Si 8.253 10.92 8.211 0.022 0.066 0.011
Si 10.972 2.721 8.195 -0.014 0.034 0.014
Si 13.685 -0.003 8.202 -0.036 -0.007 -0.005
Si 10.991 8.16 8.197 -0.039 0.027 -0.004
Si 13.695 5.465 8.167 0.02 -0.004 0.003
Si 10.967 13.667 8.215 0.006 0.004 -0.011
Si 13.712 10.904 8.209 -0.024 0.053 0
Si 1.36 4.12 9.575 -0.007 -0.01 0.004
Si 4.113 1.384 9.594 0 -0.009 0.009
Si 1.362 9.563 9.579 0.019 0 -0.005
Si 4.088 6.836 9.576 0.002 -0.02 0.005
Si 1.387 15.049 9.572 0.009 -0.02 0.005
Si 4.104 12.3 9.578 0.017 0.001 0.001
Si 6.846 4.099 9.583 0.026 -0.025 0.001
Si 9.588 1.385 9.584 -0.014 -0.04 -0.01
Si 6.84 9.571 9.561 -0.009 -0.022 0
Si 9.581 6.828 9.562 0.027 -0.009 0.001
Si 6.854 15.046 9.594 0.01 -0.028 -0.005
Si 9.586 12.307 9.581 -0.016 -0.005 0.013
Si 12.319 4.112 9.549 -0.005 -0.019 -0.015
Si 15.042 1.386 9.554 0.004 -0.028 -0.008
Si 12.32 9.551 9.574 0.012 -0.02 0.01
Si 15.034 6.836 9.564 0.003 0.013 -0.008
Si 12.313 15.047 9.579 0.005 -0.022 -0.004
Si 15.052 12.297 9.574 0.034 -0.026 -0.002

Results
total energy: -115454.019 eV
total energy less fixed offsets of O -438.04, Si -107.15 eV per atom: 0.721 eV
